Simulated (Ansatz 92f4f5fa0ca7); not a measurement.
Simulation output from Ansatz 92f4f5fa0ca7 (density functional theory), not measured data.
Periodic cell of 288 atoms, Si196O92, from a study of silicon, its oxide and their interface. The atomic structure is a simulated model.
Doubt: the cutoff is far below the 930 eV that the study's wrapper takes by default for these files, so forces and energies are approximate.
This geometry differs little from another in the collection (a relaxation step or a small displacement).

Settings
functional: PBE
potential files: Ansatz PAW
basis: plane waves
wave-function cutoff: 580 eV
density cutoff ratio: 5
exchange-correlation grid ratio: 1
k mesh: 1 x 1 x 1, Gamma-centred
self-consistency stop: 5e-08 eV per atom in the density residual
occupations: fixed
spin: none
net charge: 0

Cell vectors (angstrom)
a	11.6015	0	0
b	0	10.938	0
c	0	0	40.34

Atoms: element, x, y, z (angstrom)
Si	0	0	0.9665
Si	3.8672	0	0.9665
Si	7.7343	0	0.9665
Si	1.9336	1.3673	0.9665
Si	5.8008	1.3673	0.9665
Si	9.6679	1.3673	0.9665
Si	0	5.469	0.9665
Si	3.8672	5.469	0.9665
Si	7.7343	5.469	0.9665
Si	1.9336	6.8362	0.9665
Si	5.8008	6.8362	0.9665
Si	9.6679	6.8362	0.9665
Si	1.9336	2.7345	39.3729
Si	5.8008	2.7345	39.3729
Si	9.6679	2.7345	39.3729
Si	0	4.1018	39.3729
Si	3.8672	4.1018	39.3729
Si	7.7343	4.1018	39.3729
Si	1.9336	8.2035	39.3729
Si	5.8008	8.2035	39.3729
Si	9.6679	8.2035	39.3729
Si	0	9.5708	39.3729
Si	3.8672	9.5708	39.3729
Si	7.7343	9.5708	39.3729
Si	0	0	4.8337
Si	3.8672	0	4.8337
Si	7.7343	0	4.8337
Si	1.9336	1.3673	4.8337
Si	5.8008	1.3673	4.8337
Si	9.6679	1.3673	4.8337
Si	0	5.469	4.8337
Si	3.8672	5.469	4.8337
Si	7.7343	5.469	4.8337
Si	1.9336	6.8362	4.8337
Si	5.8008	6.8362	4.8337
Si	9.6679	6.8362	4.8337
Si	1.9336	2.7345	2.9001
Si	5.8008	2.7345	2.9001
Si	9.6679	2.7345	2.9001
Si	0	4.1018	2.9001
Si	3.8672	4.1018	2.9001
Si	7.7343	4.1018	2.9001
Si	1.9336	8.2035	2.9001
Si	5.8008	8.2035	2.9001
Si	9.6679	8.2035	2.9001
Si	0	9.5708	2.9001
Si	3.8672	9.5708	2.9001
Si	7.7343	9.5708	2.9001
Si	0.0518	1.3098	27.6571
Si	3.898	-0.063	29.8658
Si	9.8807	0.9343	30.0455
Si	2.5105	1.8161	29.6209
Si	5.8743	1.2347	29.8089
Si	7.7615	-0.1234	29.8417
Si	0.447	5.6058	29.5627
Si	4.4937	6.1751	30.3963
Si	7.9414	5.1675	29.054
Si	2.3796	6.9979	29.8063
Si	5.7571	5.8028	28.4648
Si	9.3215	7.1708	29.3451
Si	2.0356	2.9419	31.6396
Si	5.8852	2.728	31.6561
Si	9.7829	2.7366	31.5928
Si	0.066	4.2398	31.5459
Si	4.0559	4.2418	31.7435
Si	7.8326	4.0698	31.3322
Si	1.7466	8.3379	31.6469
Si	5.4672	8.0267	31.7079
Si	9.4293	8.1417	31.5733
Si	-0.2973	9.6147	31.664
Si	3.7156	9.6077	31.8139
Si	7.4596	9.3954	31.6797
Si	-0.0356	0.0265	33.5946
Si	3.8489	0.0955	33.6469
Si	7.6816	-0.0552	33.5548
Si	1.9121	1.4422	33.5241
Si	5.8243	1.3912	33.6061
Si	9.6306	1.3794	33.5558
Si	-0.0098	5.495	33.5474
Si	3.8483	5.5054	33.7003
Si	7.7182	5.4188	33.4074
Si	1.8925	6.8928	33.5604
Si	5.7908	6.809	33.6695
Si	9.6242	6.7984	33.5133
Si	1.8732	2.7366	35.5073
Si	5.7789	2.7582	35.5233
Si	9.6133	2.7345	35.5003
Si	-0.0512	4.1105	35.4842
Si	3.8112	4.0785	35.5528
Si	7.7041	4.1235	35.4453
Si	1.9269	8.2212	35.5119
Si	5.8201	8.2282	35.5396
Si	9.6618	8.1825	35.4694
Si	-0.0093	9.5715	35.5101
Si	3.8663	9.5829	35.5181
Si	7.7513	9.573	35.5177
Si	0	0	37.4393
Si	3.8672	0	37.4393
Si	7.7343	0	37.4393
Si	1.9336	1.3673	37.4393
Si	5.8008	1.3673	37.4393
Si	9.6679	1.3673	37.4393
Si	0	5.469	37.4393
Si	3.8672	5.469	37.4393
Si	7.7343	5.469	37.4393
Si	1.9336	6.8362	37.4393
Si	5.8008	6.8362	37.4393
Si	9.6679	6.8362	37.4393
Si	1.9554	2.7307	6.7596
Si	5.8296	2.7151	6.7875
Si	9.6639	2.7296	6.7614
Si	0.0113	4.0791	6.7295
Si	3.9018	4.0918	6.764
Si	7.7407	4.1053	6.7631
Si	1.964	8.2034	6.7588
Si	5.8291	8.1905	6.8022
Si	9.6707	8.2045	6.776
Si	0.0135	9.5497	6.7485
Si	3.8985	9.5595	6.7582
Si	7.7447	9.5748	6.7936
Si	-0.0151	-0.0157	8.6622
Si	3.8987	-0.0067	8.6771
Si	7.7426	-0.0608	8.7909
Si	1.9418	1.3152	8.6579
Si	5.8268	1.3346	8.7309
Si	9.6566	1.3282	8.6713
Si	0.0305	5.5058	8.5918
Si	3.9394	5.4725	8.6836
Si	7.7653	5.4716	8.6969
Si	1.9919	6.8156	8.6745
Si	5.8477	6.8605	8.7904
Si	9.6919	6.8302	8.7108
Si	1.9741	2.779	10.4906
Si	5.8684	2.6759	10.6786
Si	9.7548	2.7152	10.563
Si	0.0392	4.1159	10.45
Si	3.9159	4.0764	10.5806
Si	7.7744	4.0312	10.5666
Si	1.9883	8.2799	10.527
Si	5.806	8.1765	10.8197
Si	9.7017	8.0879	10.7285
Si	0.0112	9.5107	10.5506
Si	3.9302	9.6138	10.6227
Si	7.8024	9.4895	10.7737
Si	0.2586	-0.0598	12.4299
Si	3.7114	-0.0494	12.6154
Si	8.0992	-0.0286	12.6708
Si	1.994	1.4828	12.4231
Si	6.3554	1.5304	12.7305
Si	9.995	1.3238	12.4633
Si	0.0328	5.4753	12.3517
Si	3.6102	5.4596	12.4651
Si	7.5721	5.3326	12.513
Si	1.8147	6.9808	12.4418
Si	5.6132	6.6358	12.705
Si	9.5727	6.5524	12.6107
O	5.0646	0.6258	13.2443
O	5.435	7.1126	14.2912
O	0.5098	10.0325	13.8619
O	7.4802	-6.5028	13.9256
O	1.7419	7.6912	13.975
O	9.5493	7.1622	14.1452
O	12.0769	4.5128	13.629
O	8.2128	10.1422	14.1696
O	3.2219	9.8312	13.7758
O	3.2299	4.5408	13.817
O	1.8726	2.2733	13.895
O	10.18	2.2968	13.8105
O	10.8969	6.7115	29.1252
O	15.1742	20.8122	28.5708
O	6.4949	8.8838	27.3091
O	10.3112	12.4556	28.5648
O	8.9574	8.3502	28.209
O	-0.0464	10.8486	26.8487
O	3.3229	3.0125	28.79
O	11.7719	2.5653	26.6193
O	16.6702	4.5763	27.548
O	11.0582	-0.1772	30.4592
O	1.3294	1.2603	28.645
O	0.4803	4.4866	28.3586
Si	8.4925	4.1504	26.7989
Si	5.1827	5.9176	18.5175
Si	16.2633	8.8533	19.1541
Si	2.9052	8.467	28.0398
Si	8.8603	-0.7206	15.6925
Si	-1.1209	-3.3219	20.3973
Si	6.6756	5.7808	24.5705
Si	0.6601	9.5223	26.2315
Si	10.6725	-2.5208	23.9808
Si	5.355	2.1681	16.8154
Si	2.2012	9.8218	17.6124
Si	9.8101	0.3742	23.475
Si	2.822	-0.194	24.2477
Si	0.481	3.6319	16.956
Si	6.9859	2.9887	14.5078
Si	9.2731	4.0867	20.4321
Si	9.0874	7.2953	15.6943
Si	3.9654	3.7421	20.3019
Si	1.8459	9.262	14.4409
Si	5.5963	7.5585	26.9185
Si	4.6024	3.0394	27.7766
Si	2.8779	9.2755	21.4763
Si	1.8174	3.8606	14.2874
Si	12.6881	-3.795	22.3015
Si	6.6315	3.4178	19.2454
Si	7.9864	12.055	25.871
Si	11.5976	4.1825	26.8298
Si	5.8842	7.3114	15.8426
Si	9.7784	2.0809	15.3791
Si	4.3063	3.9247	23.4331
Si	1.4926	4.6732	24.3217
Si	2.6711	2.0042	18.2566
Si	4.913	12.4867	25.1657
Si	8.9265	-4.5452	22.5078
Si	10.9165	1.595	20.9851
Si	6.0928	10.1816	16.9857
Si	-1.2311	-5.1165	18.0788
Si	0.3438	-0.8222	19.7976
Si	0.7782	1.8461	23.4551
Si	7.8785	9.5843	27.86
O	12.2929	-9.2265	21.8433
O	4.176	2.396	26.3535
O	3.1849	-0.9981	22.9065
O	5.1106	6.2904	16.8962
O	3.7447	4.1013	21.8901
O	6.0284	7.0192	25.4248
O	2.2079	1.2906	23.9535
O	3.9836	7.9278	26.9042
O	7.962	3.1766	20.131
O	1.3302	5.9143	23.3052
O	3.3206	8.7837	18.2019
O	8.3659	10.6934	26.7256
O	1.4151	8.6851	27.4006
O	5.5207	4.9239	23.8234
O	3.0621	4.2996	24.4131
O	14.0766	-3.2475	21.6471
O	9.9596	6.97	23.6678
O	5.6811	3.0867	15.5009
O	7.5937	4.8702	25.6017
O	9.7838	6.1394	16.5993
O	1.9723	9.4983	16.0389
O	9.9333	0.5063	15.8118
O	-2.5445	-3.557	21.1913
O	0.5928	3.4149	23.8129
O	12.0477	8.4229	23.0969
O	10.5342	3.0792	20.485
O	9.7355	0.9365	21.9353
O	4.8419	2.4099	23.7716
O	7.4927	7.0924	15.9352
O	8.635	11.9506	24.3824
O	1.6852	-0.8396	20.7285
O	1.616	4.0649	15.8756
O	0.7448	-1.3467	18.3125
O	3.8747	2.6179	17.3282
O	8.4329	13.4528	26.6123
O	8.1922	2.4524	15.4957
O	1.8049	-1.0501	25.1512
O	5.8498	2.1972	28.4339
O	-2.2033	5.0201	19.1077
O	4.2097	0.0894	25.03
O	6.4047	12.1412	25.6333
O	-0.3257	0.6586	19.7069
O	7.6821	10.4258	16.7958
O	10.0494	4.6219	26.5682
O	7.5131	6.3896	23.3013
O	5.3086	7.3585	19.271
O	-0.5008	8.588	25.5488
O	0.1208	4.9398	17.8601
O	10.7083	3.0293	16.3053
O	5.7581	-1.0251	18.5637
O	-1.0422	7.2562	18.8165
O	10.8002	-1.7424	20.4871
O	9.7303	-1.2603	23.5348
O	2.7146	0.3847	18.045
O	9.574	8.806	16.0883
O	4.2629	-1.5714	20.6388
O	6.5124	-5.9515	18.7518
O	5.4347	3.0558	20.2752
O	5.5493	8.8775	16.1683
O	2.9026	2.6076	19.772
O	3.9633	-5.8816	19.2663
O	11.6396	-4.242	21.1265
O	6.5058	2.4264	17.9567
O	5.33	0.5788	16.4427
O	1.1773	2.4734	17.8421
O	11.2251	0.8973	24.111
O	12.548	5.0354	25.816
O	9.1899	-6.0445	21.8687

Results
free energy: -176917.942 eV
free energy less fixed offsets of O -568.88, Si -635.61 eV per atom: -1.422 eV

Forces (eV/angstrom), in the order of the atoms: element, x, y, z
Si	0.0027	0.0256	-0.0107
Si	-0.0101	0.0176	-0.0002
Si	-0.0012	0.0552	0.0008
Si	0.0009	-0.0386	-0.0009
Si	0.0018	-0.0418	0.014
Si	0.0029	-0.0326	0.0094
Si	0.0093	0.0236	-0.0133
Si	-0.001	0.0022	0.0165
Si	-0.0017	0.078	-0.0068
Si	0	-0.0359	-0.0038
Si	-0.008	-0.0422	0.0127
Si	0.0047	-0.0645	-0.009
Si	-0.0077	0.042	-0.0017
Si	-0.0077	0.0166	0.0093
Si	0.0118	0.0349	-0.0169
Si	-0.0011	-0.0359	-0.0058
Si	0.0012	0.032	0.0294
Si	0.0008	-0.1131	-0.035
Si	-0.0241	0.0352	0.0044
Si	-0.0132	0.0031	0.0292
Si	0.0013	0.0797	-0.0133
Si	-0.0185	-0.0227	0.0001
Si	-0.0024	-0.0036	0.0121
Si	-0.0141	-0.0422	-0.0011
Si	0.0108	0.0187	-0.025
Si	0.0524	0.0114	-0.0179
Si	-0.0043	0.0359	0.1483
Si	0.0387	-0.0585	-0.0582
Si	0.037	-0.0586	0.0498
Si	-0.0311	-0.0611	-0.0543
Si	-0.0081	0.0109	-0.1818
Si	0.0437	-0.0172	-0.016
Si	-0.0135	0.059	-0.0611
Si	0.0281	-0.0757	-0.0049
Si	0.0357	-0.0524	0.1844
Si	-0.0249	-0.0597	0.0854
Si	0.0086	0.0246	-0.0146
Si	-0.0032	0.0543	0.0143
Si	0.0105	0.0239	-0.0121
Si	0.0001	0.0157	-0.034
Si	0.0077	-0.0065	-0.0061
Si	0.0043	-0.0582	-0.0051
Si	0.008	0.021	-0.0131
Si	-0.0002	0.0647	0.0247
Si	0.0066	0.0503	0.0045
Si	0.0046	-0.0043	-0.0139
Si	0.0094	-0.0124	0.0007
Si	0.0057	-0.0719	0.0259
Si	-0.0013	0.0009	-0.0072
Si	-0.0024	-0.0134	-0.0033
Si	0.0072	-0.0023	-0.0101
Si	-0.003	0.0115	-0.0054
Si	0.0083	0.0128	-0.0024
Si	-0.0049	0.0045	0.0001
Si	-0.0087	-0.006	-0.0218
Si	0.0018	-0.002	0.0056
Si	0.0081	0.0205	0.0054
Si	0.0083	0.0091	0.0046
Si	0.0064	-0.0034	0.0048
Si	-0.0119	-0.0316	0.0055
Si	0.0151	-0.007	0.0035
Si	0.0072	-0.0113	0.004
Si	-0.0048	0.004	0.0055
Si	0.0018	-0.0033	-0.0017
Si	-0.015	0.0018	-0.0054
Si	-0.0074	-0.0042	-0.0054
Si	0.0069	-0.0118	-0.0015
Si	-0.0178	-0.0005	-0.0051
Si	0.0022	-0.0021	-0.0067
Si	-0.0089	0.0082	0.0081
Si	0.007	-0.0038	0.003
Si	0.0094	0.0126	0.0111
Si	0.0008	0.0053	-0.0056
Si	0.0045	0.0077	0.0012
Si	-0.0105	0.0023	-0.008
Si	-0.0022	0.0011	-0.0037
Si	0.0009	-0.0042	-0.0064
Si	0.0061	-0.0065	-0.0019
Si	-0.0008	0.0038	0.0031
Si	-0.0021	0.0018	-0.0028
Si	0.0062	0.0021	-0.0023
Si	0.0016	0.0026	-0.0058
Si	-0.0014	0.0014	0.0031
Si	-0.0014	-0.0019	0.0034
Si	0.0007	0.0002	-0.0024
Si	-0.0001	0.0003	-0.0036
Si	-0.0032	0.0036	0.0017
Si	0.0016	-0.0013	-0.0017
Si	-0.0006	-0.0009	0.003
Si	-0.0002	-0.0055	-0.0009
Si	-0.0017	0.0034	0.0011
Si	0.0019	0.0032	0.0007
Si	0.0028	0.0027	-0.0013
Si	-0.001	-0.0072	0.0004
Si	-0.0005	-0.0047	-0.0037
Si	0.0002	-0.0039	-0.0022
Si	-0.0355	0.0163	0.0635
Si	0.0189	0.066	0.1252
Si	0.087	0.0997	0.0627
Si	-0.0939	-0.0807	-0.0522
Si	-0.0002	-0.0053	0.0194
Si	-0.0612	0.0144	0.007
Si	-0.0854	0.0066	-0.0927
Si	-0.0477	0.0397	0.2082
Si	-0.0215	0.0897	-0.3315
Si	0.0187	-0.0184	-0.0391
Si	0.0165	-0.0292	0.1398
Si	0.029	-0.0207	-0.1153
Si	-0.0009	0.0001	-0.0011
Si	0.0009	0.0029	-0.0023
Si	-0.0006	0.0001	0.0002
Si	0	-0.0005	0.0013
Si	0.0013	-0.0007	0.0022
Si	-0.0017	-0.0028	0.0001
Si	0.0015	0.0023	0.0009
Si	0.0001	0.003	0.0025
Si	-0.0008	0.0025	0.0007
Si	-0.0006	-0.002	0.0007
Si	-0.0004	-0.0003	-0.0022
Si	0.0015	-0.0031	-0.0015
Si	-0.0011	0.004	0.0028
Si	0.0014	0.0009	0.0019
Si	-0.0006	0.0032	0.004
Si	-0.0031	-0.0018	0.0036
Si	-0.0014	-0.0031	0.0071
Si	0.0001	-0.0035	0.0014
Si	-0.001	0.0053	0.0027
Si	-0.0001	0.0039	0.0025
Si	0.0008	0.0061	0.0036
Si	0.001	-0.0026	0.0067
Si	-0.0008	-0.0039	0.0042
Si	-0.0018	-0.0064	0.0032
Si	0.0068	0.0044	-0.0004
Si	0.0004	0.0077	-0.0109
Si	-0.002	0.0066	0.0002
Si	0.0017	-0.0025	-0.0042
Si	-0.0014	-0.0052	-0.0035
Si	0.0038	-0.0095	-0.0063
Si	-0.0043	0.0016	-0.0064
Si	0.0034	0.0031	-0.0073
Si	0.0014	0.0033	-0.0039
Si	0.0059	-0.0049	-0.0007
Si	-0.002	0.0003	0.0011
Si	-0.003	-0.0004	-0.0043
Si	0.0001	-0.0054	0.0017
Si	-0.0039	-0.0115	-0.0027
Si	0.0087	-0.0055	0.0006
Si	-0.0028	0.0095	0.0021
Si	-0.0037	-0.0078	0.004
Si	-0.001	0.0045	0.0035
Si	0.0008	-0.009	-0.0001
Si	-0.0003	-0.0086	0.0054
Si	0.0032	-0.0055	0.0042
Si	-0.0015	0.0124	0.0034
Si	-0.0112	0.0027	0.0125
Si	0.0038	0.0049	0.0108
O	0.0058	0.0053	-0.0011
O	0.0014	-0.0035	-0.0113
O	-0.0016	-0.0015	-0.0013
O	-0.0003	0.0116	-0.0076
O	-0.0001	-0.0095	-0.0085
O	-0.0013	-0.0042	-0.0077
O	-0.0001	-0.0002	-0.0009
O	-0.0026	-0.0002	-0.0065
O	0.0027	-0.0012	-0.0004
O	0.0005	0.002	-0.0038
O	-0.0002	-0.0007	-0.0033
O	0.0006	0.0024	-0.0038
O	-0.0026	0.0074	0.0034
O	0.0017	0.0063	0.0046
O	0.0006	0.0033	-0.0015
O	0.0012	-0.0008	0.0057
O	0.0034	0.01	-0.0098
O	0.0006	0.0008	0.0028
O	-0.0027	-0.0029	0.0064
O	-0.0005	-0.0006	0.0034
O	-0.0015	0.0004	-0.0042
O	-0.0014	0.0007	0.0008
O	0.0004	-0.001	-0.0012
O	0.0038	0.0025	0.0131
Si	0.0011	-0.0036	-0.0044
Si	0.0012	-0.0012	0.0045
Si	0.0017	0.0001	0.0059
Si	-0.0085	-0.0039	-0.0029
Si	0.0011	-0.0007	0.0085
Si	0.0006	-0.0008	0.0031
Si	0.0011	-0.002	-0.0052
Si	-0.0004	0.0018	-0.0043
Si	0.0015	-0.0008	-0.0036
Si	0.0022	0.0024	0.0019
Si	-0.0005	0.0008	0.0061
Si	0.0014	0	-0.0024
Si	-0.0014	-0.0012	-0.0031
Si	0.0009	-0.0018	0.0026
Si	-0.0002	-0.0051	0.0154
Si	-0.0002	0.0003	0.0022
Si	0.002	0.0035	0.0078
Si	-0.0016	0.0004	0.0029
Si	-0.001	0.0064	0.0008
Si	0.0038	-0.0047	-0.0053
Si	0.0003	-0.0024	-0.0081
Si	0.0005	-0.0011	-0.0004
Si	-0.0012	-0.0004	0.0047
Si	0.0003	-0.0003	0
Si	0	-0.0004	0.0031
Si	-0.0071	0.0055	-0.0062
Si	0.0051	-0.0004	-0.0074
Si	-0.0021	0.0039	0.0069
Si	-0.0004	0.0006	0.0039
Si	0.0001	0	-0.0015
Si	0.001	0.0011	-0.0016
Si	0.0017	0.0012	0.005
Si	0.001	0.0019	-0.0015
Si	0.0009	-0.0005	-0.0021
Si	-0.0005	0.001	0.0013
Si	0.0001	-0.0017	0.0035
Si	-0.0008	-0.0016	0.0056
Si	-0.001	-0.0005	0.004
Si	-0.0008	0.0017	-0.0013
Si	0.003	-0.0019	0.0012
O	0.0002	0.0004	0.0012
O	0.0023	-0.0015	0.0042
O	0.0017	0.0027	0.0051
O	-0.0003	0	-0.0025
O	0.0003	-0.0002	-0.0003
O	-0.0011	0.003	0.0043
O	0	-0.0012	0.0014
O	0.0007	0.005	-0.0003
O	-0.0004	-0.0003	-0.0014
O	0.0011	-0.0003	0.0009
O	0.0015	-0.0004	-0.0023
O	-0.001	-0.0033	-0.0004
O	0.0047	0.0001	0.0041
O	0.0009	0.001	0.0013
O	-0.0025	0.0006	0.0011
O	0.0005	0	-0.0003
O	0.0002	0.0014	0.0024
O	-0.0013	-0.0009	-0.0038
O	-0.0006	0.0018	0.0048
O	0.0006	-0.0004	-0.0037
O	0.0005	0.0003	0.0012
O	0.0027	-0.0059	-0.0038
O	0.0003	0.0006	-0.0011
O	0.0009	-0.0015	-0.0003
O	-0.0004	0.0002	0.0002
O	0.0007	-0.0003	-0.0016
O	-0.0004	-0.0001	-0.0008
O	0.0004	-0.0009	0.0015
O	0.0002	-0.0017	-0.0043
O	-0.0012	-0.0009	0.0016
O	-0.0009	0.0011	-0.0025
O	-0.0034	-0.0005	-0.0019
O	-0.0005	0.0005	-0.0022
O	-0.0023	-0.001	-0.0015
O	-0.0013	-0.0037	0.003
O	-0.0032	0.001	-0.0064
O	0.0021	0.0021	-0.0012
O	0.001	-0.003	0.0074
O	-0.0002	-0.0003	-0.0025
O	0.0008	0.0009	0.0026
O	0.0048	-0.0021	0.0046
O	0.0001	-0.0001	-0.0027
O	-0.0028	-0.0002	-0.0019
O	-0.0036	0.0008	0.0034
O	-0.0025	0.0003	0.0021
O	-0.0007	0.0022	-0.0025
O	-0.0009	-0.0003	0.0014
O	0.0004	0.0008	-0.0029
O	0.0041	0.0032	0.0007
O	-0.0017	-0.002	-0.0006
O	0.0011	0.0014	-0.0021
O	0.0005	0.0008	-0.0016
O	-0.0002	0.0004	0.0009
O	0.0007	-0.0017	-0.0038
O	-0.0005	-0.0032	-0.0059
O	0.0009	-0.0006	-0.0038
O	-0.0002	-0.0003	-0.0021
O	0.0011	-0.0005	-0.0028
O	0.0003	-0.0024	-0.0045
O	0.0002	-0.0001	-0.0014
O	-0.0008	-0.0006	-0.0022
O	0.0002	0.0003	-0.0013
O	0.0015	0.0009	0.0002
O	0.0003	-0.0003	-0.0026
O	-0.0001	0.0002	-0.0035
O	-0.0005	0.0007	0.0006
O	0.0004	0	0.0007
O	0.0008	-0.0006	-0.0005

The program warned: the cutoff lies below the one the program advises for these potential files; the exchange-correlation potential is rough where the density is thin.
